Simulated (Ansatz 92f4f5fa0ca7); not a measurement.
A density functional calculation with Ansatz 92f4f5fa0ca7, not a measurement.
Periodic cell of 216 atoms, Si120O64H32, with a vacuum gap, from a study of silicon, its oxide and their interface. The atomic structure is a simulated model.

Settings
functional: r2SCAN
potential files: Ansatz PAW
basis: plane waves
wave-function cutoff: 800 eV
density cutoff ratio: 5
exchange-correlation grid ratio: 1
k mesh: 1 x 1 x 1, shifted by 0.5 0.5 0 of a step
self-consistency stop: 1e-11 eV per atom in the density residual
occupations: fixed
spin: none
net charge: 0
applied field: sawtooth along c, amplitude +0.015 V/angstrom in the program's sign convention, ramp centred at 0.9872 of c and 0.0256 of c wide, no dipole correction

Cell vectors (angstrom)
a	10.888	0	0
b	0	10.888	0
c	0	0	39.0715

Atoms and the computed forces on them: element, x, y, z (angstrom), force x, y, z (eV/angstrom)
Si	0.2842	-0.0525	25.3759	-0.0026	-0.0041	0.0156
Si	2.4023	3.2223	25.2667	-0.0018	-0.0001	0.011
Si	0.0411	5.3311	25.2769	-0.0018	-0.0042	0.0138
Si	2.4875	8.5179	25.6313	0.0006	0.0049	0.006
Si	5.5468	-0.3241	25.5001	0.0023	-0.0001	0.0185
Si	7.8708	3.023	25.4258	0.0004	0.0004	0.0139
Si	5.8035	5.4417	25.2364	0.0049	0.005	0.0197
Si	7.8975	8.5149	25.6329	-0.0005	-0.0028	0.0049
Si	1.4145	1.5388	26.6596	0.0026	0.0006	-0.014
Si	4.0679	4.3174	26.5135	0.002	-0.0038	-0.0088
Si	1.2593	6.8381	26.653	-0.0021	0.0031	-0.0133
Si	4.0456	9.5765	26.994	-0.0017	-0.0006	-0.0154
Si	6.6611	1.4311	26.6401	-0.0028	-0.0007	-0.014
Si	9.4679	4.1546	26.712	-0.0014	0.0017	-0.0155
Si	6.7736	6.8872	26.8392	0.0053	0.0073	-0.0194
Si	9.5131	9.7588	26.7115	0.002	-0.0017	-0.0127
Si	-0.0395	2.7786	28.0453	-0.0104	-0.0036	0.002
Si	2.7044	0.1835	28.1448	0.0006	0.0026	0.0069
Si	-0.0481	8.2719	28.0259	-0.0105	0.0028	0.005
Si	2.6888	5.5364	28.0089	0.0047	0.0064	0.0083
Si	5.3372	2.8484	27.9684	0.0002	-0.0025	0.005
Si	8.0863	0.1386	28.0604	-0.0001	0.0006	0.0068
Si	5.385	8.1533	28.2366	-0.0031	-0.0039	0.0031
Si	8.1718	5.5181	28.124	-0.0022	0.0157	0.0033
Si	1.3563	4.1345	29.3746	0.0052	-0.0022	0.0361
Si	4.0882	1.4966	29.46	0.0169	-0.0073	0.0196
Si	1.3377	9.604	29.4033	0.0052	-0.0179	0.0144
Si	3.9981	6.8019	29.5027	0.0173	0.0199	0.0101
Si	6.7679	4.1164	29.3901	0.0072	-0.0059	0.0236
Si	9.488	1.4257	29.4262	0.005	-0.0063	0.0099
Si	6.8033	9.5819	29.4411	0.0126	0.001	0.0219
Si	9.5406	6.8895	29.4417	-0.0024	-0.0047	0.008
Si	-0.0436	0.0286	30.7679	-0.0207	0.0321	0.179
Si	2.6892	2.7934	30.7908	-0.0032	-0.0059	0.1866
Si	0.0158	5.4877	30.7688	-0.0471	0.0414	0.1864
Si	2.6765	8.2246	30.803	-0.0181	0.0094	0.1772
Si	5.4434	0.061	30.7868	-0.0317	0.0203	0.176
Si	8.1376	2.7648	30.7857	-0.0323	0.0362	0.1767
Si	5.4036	5.4346	30.7899	0.0093	-0.002	0.1814
Si	8.1563	8.2089	30.7957	-0.0025	-0.0053	0.1666
Si	1.3491	1.3792	32.1058	-0.1127	0.0494	0.3108
Si	4.0758	4.0791	32.1706	-0.0855	0.1463	0.42
Si	1.3566	6.8262	32.1645	-0.0944	0.1123	0.2875
Si	4.0932	9.5476	32.137	-0.1421	0.1931	0.2533
Si	6.8259	1.3681	32.1677	-0.1039	0.1381	0.2541
Si	9.5431	4.0982	32.126	-0.1747	0.1804	0.1953
Si	6.7898	6.8049	32.1098	-0.0394	0.0813	0.3185
Si	9.5294	9.5372	32.1508	-0.1113	0.082	0.3716
Si	0.0152	2.708	6.9331	0.1968	-0.1459	-0.1478
Si	2.7074	0.012	6.8924	0.0467	-0.119	-0.3588
Si	-0.0365	8.1467	6.9471	0.0623	-0.0455	-0.2977
Si	2.7392	5.4534	6.9424	0.0954	-0.1993	-0.3317
Si	5.4365	2.6995	6.9475	0.0886	-0.0559	-0.3102
Si	8.1929	-0.0116	6.9585	0.1535	-0.1488	-0.2336
Si	5.465	8.1577	6.9284	0.1704	-0.1429	-0.1802
Si	8.141	5.4244	6.8906	0.0348	-0.1193	-0.3593
Si	1.4027	4.0577	8.2866	0.0133	-0.0233	-0.1675
Si	4.0953	1.3014	8.2823	0.0173	-0.0067	-0.189
Si	1.3585	9.5252	8.2367	0.0037	-0.014	-0.1795
Si	4.1441	6.7596	8.2972	0.0417	-0.0189	-0.184
Si	6.8275	4.0457	8.2816	0.0098	-0.0229	-0.1849
Si	9.5783	1.32	8.3202	0.0107	-0.0024	-0.1672
Si	6.8647	9.4691	8.3058	0.0096	-0.0147	-0.1779
Si	9.4705	6.7499	8.2749	0.0459	-0.0174	-0.1981
Si	0.0318	-0.0829	9.6927	0.0042	0.0066	-0.0108
Si	2.7866	2.6852	9.6471	-0.0144	0.0068	-0.0146
Si	-0.053	5.3693	9.5853	0.0008	-0.0063	-0.0189
Si	2.7411	8.1569	9.5289	-0.0252	-0.0034	-0.0121
Si	5.484	-0.0721	9.6203	0.0021	0.016	-0.0177
Si	8.1829	2.6739	9.6369	-0.0068	0.0062	-0.0109
Si	5.5166	5.3856	9.6976	-0.0167	-0.0066	-0.0276
Si	8.1612	8.0621	9.7256	-0.0151	0.0085	-0.0277
Si	1.4233	1.3239	10.98	0.0025	-0.0053	-0.0108
Si	4.2246	3.9636	11.0443	-0.0007	-0.0091	-0.0115
Si	1.334	6.794	10.7811	0.0027	0	-0.0046
Si	4.1517	9.3911	10.9218	-0.0055	0.0009	-0.0005
Si	6.8575	1.2708	10.9837	-0.0023	0.0023	-0.0041
Si	9.5188	4.0138	11.0238	0.0101	-0.0059	0.0007
Si	6.8109	6.7081	11.177	0.0056	-0.0022	-0.0055
Si	9.5956	9.3501	11.0652	0.0167	-0.0012	-0.0089
Si	-0.0707	2.5532	12.3449	-0.0019	0.0035	0.0089
Si	2.9364	-0.0179	12.2044	-0.0033	0	0.018
Si	0.1854	8.0059	12.4213	-0.0005	-0.0009	0.011
Si	2.6321	5.3777	12.0061	-0.0113	0.0008	0.0224
Si	5.6699	2.6289	12.5012	0.0006	-0.0009	0.016
Si	8.0995	-0.2183	12.3227	-0.0041	-0.0027	0.0123
Si	5.2859	8.0039	12.4859	-0.0043	0.0012	0.0152
Si	8.2809	5.3806	12.5389	0.0046	-0.0022	0.0111
Si	1.2226	4.171	13.3573	0.0037	-0.001	-0.0025
Si	4.4834	0.9779	13.6623	-0.0004	0.0025	-0.0059
Si	1.4204	9.7284	13.5088	-0.003	0.0072	0.0021
Si	3.7203	6.5653	13.6561	-0.0022	-0.0158	-0.0061
Si	7.2788	3.7456	13.9279	-0.0024	0.0037	-0.0066
Si	9.7679	0.7881	13.5794	0.0062	-0.0067	-0.0085
Si	6.5534	9.5527	13.7059	0.0023	0.0038	-0.0003
Si	10.0289	6.4002	13.8021	0.0042	0	-0.0028
Si	1.0626	11.194	22.5325	-0.0004	0.0004	0.0148
Si	-11.0295	33.7357	16.2372	0.0046	0.0037	0.0052
Si	8.3269	24.1198	22.4926	-0.0023	-0.0003	-0.0038
Si	-3.453	35.1475	18.9312	-0.0009	-0.0013	0.0273
Si	17.2107	6.1738	22.2778	0.001	0.0003	0.0161
Si	9.1524	6.8938	23.1884	-0.0037	0.006	0.0233
Si	5.4056	19.7929	20.9094	-0.0024	-0.0006	0.0139
Si	9.2083	17.2488	16.7729	-0.0002	-0.0009	0.0032
Si	-36.7847	29.8116	16.3172	-0.0011	-0.0015	0.0068
Si	-8.4154	7.0283	16.5112	0	0	0.0104
Si	3.1138	37.0219	17.4986	-0.0013	-0.0021	0.0137
Si	-0.6797	-23.6412	21.0452	-0.0012	-0.0003	0.0147
Si	-7.178	-12.0867	23.3451	0.0035	0.0026	0.0153
Si	-1.1043	-6.893	20.3914	-0.0012	-0.0014	0.0096
Si	-16.1176	3.3512	21.1663	-0.0004	0.0017	0.0162
Si	-0.1278	-4.3063	19.4731	0.0007	0.0023	0.0097
Si	18.7327	10.864	20.6805	0.0008	-0.0004	0.0127
Si	-9.1624	-12.0668	16.6645	0.0005	-0.0016	-0.0028
Si	-13.0966	35.848	16.4135	-0.0016	-0.0011	0.0117
Si	-6.5469	19.732	17.8943	0.0007	0.0016	0.0138
Si	5.3755	16.1536	15.6781	-0.0035	0.0006	0.0021
Si	1.7549	4.5018	20.1126	-0.001	-0.0016	0.0101
Si	24.2547	35.062	15.4346	-0.0026	0.0008	0.0087
Si	24.5562	13.6799	22.2185	-0.0028	-0.0022	0.0158
O	7.9874	-3.5069	17.1721	0.0003	0.0006	0.0012
O	-8.6489	4.2135	21.63	-0.0013	0.0018	-0.0082
O	8.6564	-7.4502	19.3974	-0.0015	-0.0004	-0.0134
O	-18.034	18.2917	17.4556	-0.0023	-0.0015	-0.0014
O	1.0929	12.4903	15.3421	0.0001	-0.0022	-0.0072
O	0.3968	25.3922	19.8736	0.0005	0.0017	-0.007
O	-10.956	8.1379	19.8522	-0.0002	-0.0041	-0.0064
O	-2.0396	15.6688	16.6571	0.0011	-0.0036	-0.0002
O	19.3629	7.7837	24.326	0.0059	-0.006	-0.0131
O	4.2515	-19.154	21.5296	0.0013	0.0016	-0.0079
O	-10.5704	21.1091	21.4784	-0.001	-0.0024	0.0003
O	6.838	15.0893	24.9317	-0.0009	0.0011	-0.0049
O	6.0587	3.0069	19.6223	0.0028	-0.0013	-0.0015
O	7.4479	24.3751	17.3176	0.0023	0.0019	0.0029
O	0.0832	11.3979	23.8312	0.0003	0.0004	-0.0044
O	-8.1976	2.9122	16.9375	-0.001	-0.0017	-0.0088
O	-11.7578	2.3575	16.9241	-0.0007	-0.0002	-0.0144
O	-2.4391	0.8281	21.9272	-0.0021	-0.0025	-0.0094
O	9.6649	6.9101	15.313	-0.0004	0.0001	-0.0043
O	-7.5407	-2.5179	24.234	0	0.0005	-0.0057
O	3.0089	13.6489	23.8193	0.0015	0.0006	0.0003
O	1.1785	15.1232	24.84	0.0022	0.0016	-0.0042
O	-1.2745	11.4295	15.2069	-0.0027	0.0035	-0.0112
O	-0.9916	7.9692	22.2362	0.0018	0.0041	-0.0065
O	-12.0192	27.4096	20.3704	0.0021	0.0017	-0.0011
O	36.8903	-1.6939	21.935	0.0006	0.0025	-0.0033
O	12.8102	20.719	15.0609	-0.0012	-0.0043	-0.014
O	-15.8577	6.7614	15.8224	-0.0018	-0.0009	-0.0041
O	-29.497	9.9181	17.4466	-0.0027	0.0005	-0.0028
O	-6.1627	21.612	24.0901	-0.002	0.0018	-0.0055
O	12.221	8.1343	16.8682	0.0018	-0.0014	0.0022
O	5.7774	-1.8711	17.1462	0.0022	-0.0003	0.0051
O	6.0872	-3.3704	21.3967	-0.0009	0.0019	-0.0019
O	-1.4416	14.2195	21.8352	0.0017	0.002	-0.0118
O	12.9952	16.3911	16.9034	-0.0004	0.0024	-0.0112
O	-0.6479	38.5708	23.8958	0.0009	0.0009	0.0032
O	8.4653	2.9243	14.782	-0.0042	-0.0016	-0.0104
O	0.1282	10.6756	13.317	-0.0009	0.0035	-0.0078
O	-5.3596	10.7305	14.2165	0.0025	-0.0039	0.0021
O	24.7567	-6.695	19.0991	0.0026	-0.0001	-0.0029
O	12.2518	16.9279	19.8088	-0.0029	0.0008	-0.0017
O	13.7331	7.1744	14.9223	0.0044	0.0032	-0.0142
O	5.6805	4.956	21.4118	0.0014	-0.0012	-0.0056
O	17.6434	20.4334	25.0877	-0.0032	0.0035	-0.0056
O	7.2699	-2.0199	15.0174	-0.0016	0.0026	-0.0045
O	1.2528	9.5276	25.269	0.0031	0.0041	-0.0005
O	17.3176	10.1533	20.9776	0.0012	0.0012	-0.0095
O	-11.4549	17.337	17.9298	-0.0081	0.0004	-0.0107
O	-8.5007	21.4013	23.0741	-0.0016	0.0037	-0.0033
O	-6.3841	5.2977	14.326	0.0007	0.0054	0.0013
O	-8.5692	3.6408	14.439	-0.0025	-0.0021	0.003
O	11.0979	5.201	14.1251	-0.0038	0.0026	-0.003
O	3.7454	12.3982	15.0175	0.0026	-0.0023	-0.0128
O	6.5337	15.1325	15.2967	0.0024	-0.0012	-0.0076
O	-2.3511	24.141	24.0868	0.0023	-0.001	-0.0153
O	18.8297	-4.8365	22.4902	-0.0007	0	-0.0036
O	-3.191	0.9522	19.3956	0.0012	0.0041	-0.0097
O	4.6953	8.8402	19.4609	-0.0022	-0.0009	-0.0084
O	-6.2773	4.7267	16.9924	0.0019	0.0002	-0.0042
O	1.6226	23.4624	21.859	0.0001	0.0033	-0.0019
O	16.4943	17.0479	23.7586	-0.0018	-0.0001	-0.007
O	-4.0727	-8.1076	22.1391	-0.0012	0.0013	-0.0036
O	19.7689	-1.2159	20.4105	-0.0006	0.0015	-0.0007
O	0.5465	32.5333	17.1313	0	-0.0007	-0.0147
H	2.1682	0.5548	33.0382	-0.2561	0.2744	-0.3078
H	0.5257	2.1995	33.0382	0.3286	-0.3483	-0.2264
H	4.8919	3.2516	33.1031	-0.323	0.2251	-0.3055
H	3.2655	4.9122	33.1031	0.3362	-0.2554	-0.2297
H	2.1813	6.0073	33.0969	-0.2227	0.3026	-0.3184
H	0.5131	7.6257	33.0969	0.2955	-0.3512	-0.2379
H	3.2614	10.3593	33.0694	0.323	-0.2645	-0.2185
H	4.9096	8.7205	33.0694	-0.2622	0.3093	-0.3064
H	5.9868	2.1721	33.1001	0.3255	-0.2553	-0.2512
H	7.6439	0.5425	33.1001	-0.2821	0.3186	-0.3104
H	8.6987	4.8969	33.0584	0.3677	-0.2138	-0.2305
H	10.3558	3.2675	33.0584	-0.3008	0.3072	-0.3057
H	7.6027	5.9743	33.0423	-0.2585	0.2901	-0.2889
H	5.9766	7.6352	33.0423	0.2934	-0.3367	-0.2437
H	10.3302	8.6949	33.0832	-0.2367	0.3538	-0.3079
H	8.7084	10.3598	33.0832	0.3343	-0.3167	-0.2439
H	-0.7976	3.5388	6.0006	0.2209	-0.2647	0.3466
H	0.8385	1.8878	6.0006	-0.3821	0.3349	0.2278
H	1.8883	0.8364	5.96	0.3911	-0.2845	0.2587
H	3.5392	-0.7997	5.96	-0.2951	0.2252	0.2356
H	-0.8374	8.989	6.0147	0.2742	-0.3918	0.2437
H	0.807	7.3472	6.0147	-0.3564	0.2001	0.2445
H	1.9145	6.2723	6.01	0.3184	-0.2078	0.3037
H	3.5495	4.6202	6.01	-0.3241	0.2866	0.2086
H	6.2756	1.8954	6.015	-0.2958	0.2871	0.2223
H	4.6204	3.5269	6.015	0.2517	-0.3136	0.2784
H	9.0138	-0.8342	6.0261	-0.3181	0.3884	0.2066
H	7.3749	0.814	6.0261	0.2193	-0.2864	0.3229
H	6.2782	7.3273	5.9959	-0.3191	0.3656	0.2238
H	4.6486	8.9849	5.9959	0.219	-0.2458	0.3435
H	7.328	6.255	5.9582	0.2433	-0.3902	0.2624
H	8.9853	4.6258	5.9582	-0.296	0.257	0.2369

Results
free energy: -113757.220 eV
free energy less fixed offsets of H -15.71, O -570.45, Si -639.56 eV per atom: 1.500 eV

The program warned: the cutoff lies below the one the program advises for these potential files; the forces do not sum to zero within the program's tolerance; empty levels may hold ghost states of the PAW files; the exchange-correlation potential is rough where the density is thin.
